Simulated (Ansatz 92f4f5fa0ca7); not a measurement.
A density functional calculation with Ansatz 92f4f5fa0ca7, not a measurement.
Periodic cell of 144 atoms, Si80O64, from a study of silicon, its oxide and their interface. The atomic structure is a simulated model.

Settings: functional r2SCAN; potential files Ansatz norm-conserving; basis plane waves; wave-function cutoff 1300 eV; density cutoff ratio 4; exchange-correlation grid ratio 1; k mesh 2 x 2 x 1, shifted by 0.5 0.5 0.5 of a step; self-consistency stop 5e-10 eV per atom in the density residual; occupations Fermi-Dirac, 0.05 eV; spin none; net charge 0.

Cell vectors (angstrom)
a 10.8432 0.0057 -0.0055
b 0.0057 10.7549 0.1163
c -0.0107 0.2266 20.7678

Atoms and the computed forces on them: element, x, y, z (angstrom), force x, y, z (eV/angstrom)
Si 0.5123 6.3572 13.011 0.0741 0.8462 -0.4206
Si 3.7226 1.7911 13.4591 -0.1285 -0.4745 0.4642
Si 10.5399 1.5905 14.8417 -0.2847 -0.4394 -0.0049
Si 4.1464 8.3431 18.9448 -0.4444 -0.4876 0.1232
Si 6.9282 8.1773 11.2966 0.0223 -0.3218 0.5935
Si 6.0067 7.2603 17.9872 -0.3773 -0.1444 0.0523
Si 0.917 7.5845 14.9911 -0.4651 0.1763 0.0874
Si 5.3976 3.8813 14.834 -0.0449 0.417 0.1601
Si 1.2666 1.2946 1.2237 -0.4185 0.1512 0.2376
Si 4.2872 4.3497 1.2022 0.5425 0.4084 0.3873
Si 1.7359 7.1091 1.3958 0.2776 0.3593 0.0674
Si 3.7926 8.9831 1.1615 -0.7381 -0.2453 1.1054
Si 7.2211 1.6293 1.7798 -0.0447 0.2136 -0.1852
Si 9.4205 4.1213 1.1797 0.6241 -0.0305 -0.32
Si 6.4739 6.5294 1.2941 -0.3887 -0.1548 0.3073
Si 9.4767 9.3195 1.2365 0.2866 -0.1099 0.1594
Si 2.5923 10.6079 2.6178 0.3908 0.0039 0.147
Si 0.0069 2.7943 2.5292 0.1195 0.0353 -0.0831
Si 2.8577 5.5245 2.7071 -0.3872 -0.1201 0.2038
Si 0.0281 8.0735 2.7003 -0.0417 -0.278 -0.0316
Si 8.095 10.4798 2.722 -0.0982 -0.4449 0.2487
Si 5.4118 2.7872 2.613 -0.5922 -0.2617 0.2869
Si 8.0463 5.4134 2.6364 0.0924 -0.0142 0.2847
Si 5.2869 7.932 2.7488 -0.1958 0.3066 -0.1476
Si 4.0206 1.2782 3.8637 0.1473 -0.0541 -0.0942
Si 1.4128 4.086 3.9123 -0.1242 0.1114 0.0044
Si 4.0309 6.7375 4.3156 0.007 -0.2701 0.0851
Si 1.3051 9.4206 4.1305 0.1756 0.0322 -0.0399
Si 9.38 1.416 3.7486 0.0107 0.4223 -0.4395
Si 6.653 4.1435 4.123 -0.0412 0.1065 -0.2835
Si 9.496 6.7174 4.071 -0.1357 0.1121 0.068
Si 6.6795 9.2401 4.1169 0.0352 0.1027 0.0352
Si 10.7857 0.1706 5.1651 -0.1029 -0.3076 -0.1388
Si 2.7431 2.7229 5.2433 -0.0932 -0.1432 0.1557
Si 0.0867 5.322 5.4146 0.1607 0.1982 -0.2091
Si 2.7209 8.1987 5.6025 0.0035 0.2608 0.0223
Si 5.451 10.7288 5.4282 -0.0772 0.2074 -0.1143
Si 8.1165 2.7394 5.2312 -0.0646 -0.0813 -0.1002
Si 5.3948 5.4158 5.7363 -0.2577 0.0642 0.0303
Si 8.1407 8.0656 5.5629 0.2303 -0.2701 0.0718
Si 1.4417 1.2891 6.5443 0.361 0.6079 0.0214
Si 3.9602 3.8589 6.9283 0.053 0.2734 0.191
Si 1.2767 6.8629 6.8184 -0.487 0.2221 -0.5706
Si 4.2599 9.4385 6.99 0.0967 -0.3032 0.1203
Si 7.2408 1.0055 6.4821 -0.3015 -0.0247 -0.2261
Si 9.5925 3.8097 6.6526 0.25 -0.3263 0.1096
Si 6.9015 6.6666 7.09 0.0079 -0.1152 -0.2216
Si 9.0031 10.1846 6.5273 -0.0563 -0.1267 -0.1328
Si 7.1682 10.1305 13.4774 0.8295 0.0564 -0.6658
Si 10.218 0.511 0.1463 0.1254 0.0862 -0.244
Si 1.0713 1.4209 16.7357 -0.5621 -0.4341 0.3418
Si 10.2626 1.627 7.56 0.0265 -0.0207 -0.1067
Si 2.48 2.0483 11.5266 -0.2303 -0.3132 -0.002
Si 1.8909 6.5432 17.775 0.0163 0.293 -0.0527
Si 10.0316 8.1414 10.9306 0.1393 -0.2694 0.06
Si 2.8766 3.6845 18.1947 -0.2884 -0.1236 -0.4808
Si 5.4118 6.6521 13.1826 0.2263 0.064 -0.043
Si 10.4766 6.7453 9.1254 -0.096 0.19 0.6268
Si 4.2065 1.694 8.9938 0.237 0.3151 0.1074
Si 9.1382 0.7826 16.9703 -0.1575 -0.2169 0.0958
Si 1.6172 9.8822 10.7195 -0.044 -0.027 0.1659
Si 6.6206 2.1144 12.924 0.4915 -0.2927 -0.0364
Si 2.5864 3.8886 20.4873 -0.4188 -0.3596 -0.3487
Si 2.9438 7.1365 11.2634 0.1043 -0.1694 0.1947
Si 2.8388 0.1423 7.9749 -0.3644 -0.6923 -0.0539
Si 2.2253 5.8335 8.6004 0.4625 -0.5823 0.4494
Si 5.6424 4.1348 17.1907 0.3464 -0.2097 -0.2958
Si 7.1741 2.1105 18.8815 0.221 -0.0932 0.1248
Si 9.5444 9.5572 15.0371 -0.0858 -0.2635 -0.0813
Si 5.3807 10.6017 19.9417 -0.3402 0.3412 0.3324
Si 10.7028 3.4476 12.248 0.1148 -0.1022 0.19
Si 2.7537 10.0959 15.45 0.0108 -0.0621 0.0035
Si 0.9586 5.7483 20.528 -0.4638 0.3554 0.3567
Si 8.1106 2.8496 10.4453 -0.296 0.2458 -0.0155
Si 8.2394 4.9842 8.1763 -0.3066 -0.2635 0.3208
Si 7.0165 0.6342 8.7705 0.0766 0.0906 -0.321
Si 8.5506 2.458 20.7616 0.2841 0.21 0.3574
Si 5.4668 8.8497 15.4569 -0.1008 -0.0379 -0.226
Si 7.3454 8.1652 20.4255 0.5422 0.0412 -0.1735
Si 6.1008 8.4814 8.4448 -0.3617 -0.2525 0.204
O 10.6984 4.8944 12.9847 -0.1276 -0.5253 -0.2857
O 9.1489 1.8598 15.719 0.3189 -0.428 0.011
O 8.8995 8.2262 0.1258 -0.4172 0.1274 0.036
O 3.0009 4.485 8.1342 0.0241 0.2719 -0.3709
O 2.7569 5.1936 17.5839 -0.0286 -0.1341 0.1992
O 1.2804 3.1398 11.5333 -0.0889 0.0037 -0.1173
O 6.2261 10.1124 14.7759 -0.325 -0.1955 0.3712
O 7.6588 3.8628 9.2506 0.1332 0.1663 -0.13
O 4.0942 9.4271 16.0548 -0.0701 0.0355 -0.1451
O 2.005 10.8418 16.6835 0.0202 0.0548 -0.1391
O 5.1696 1.3903 12.8114 0.0968 0.3276 0.1038
O 9.5342 3.2389 11.1344 -0.0065 -0.076 0.0407
O 0.0517 9.5104 10.9263 0.1513 0.0573 0.0509
O 1.8809 0.5325 11.3414 0.1244 0.3158 -0.1708
O 6.6686 3.0541 14.2434 -0.1627 -0.3395 -0.3615
O 6.3038 8.1117 16.6215 0.0554 -0.0417 0.0697
O 7.1661 9.7486 8.6311 -0.1941 0.1655 0.5014
O 7.9585 0.9764 18.0288 -0.0171 0.1535 -0.1338
O 7.6862 0.8956 13.0765 -0.4533 -0.1377 0.009
O 6.6633 9.6457 20.2503 0.0682 -0.0584 -0.0741
O 5.8399 1.3593 19.4601 0.0007 -0.1467 -0.1679
O 4.0048 3.0401 14.4998 0.2257 -0.1312 -0.107
O 4.4826 9.9394 18.7469 0.1839 0.1522 0.2024
O 0.0055 7.5316 7.7326 0.0811 -0.1547 -0.0217
O 10.2552 7.3694 12.3384 0.2248 -0.0748 0.0616
O 3.1184 6.6415 9.7188 -0.3508 -0.0575 -0.1327
O 10.5362 10.7436 14.5183 -0.0534 0.3317 0.1983
O 5.4769 5.3654 0.6035 -0.1357 -0.0405 0.1713
O 5.3685 5.2533 13.9622 -0.0711 -0.1258 0.0068
O 1.913 10.0115 9.1363 0.084 0.0666 0.1094
O 6.9251 3.369 17.8846 -0.4067 -0.0021 0.1128
O 6.4819 9.5038 12.1415 0.1331 -0.0141 0.12
O 10.2572 5.159 0.1694 -0.0554 -0.4385 0.2433
O 2.2067 2.1147 0.1615 0.2077 0.4897 -0.0501
O 2.5902 8.7215 11.3359 -0.1888 0.0163 -0.2462
O 5.7307 5.6984 17.5987 0.1083 0.1192 0.0877
O 9.0327 6.0147 9.1588 0.467 0.0661 -0.2393
O 8.9003 10.0526 16.4494 0.1635 0.356 -0.118
O 1.9151 8.8664 14.7717 0.0434 -0.012 0.197
O 4.7531 2.7435 7.8437 -0.0323 -0.2461 0.1992
O 8.4726 9.2432 13.862 -0.2568 0.3241 0.1555
O 3.9107 8.1836 20.5801 0.5253 0.2063 -1.0617
O 10.5721 2.4253 13.4941 -0.1105 0.2056 -0.4222
O 5.5555 0.89 9.447 -0.031 0.1208 0.1433
O 10.6092 0.9466 17.6895 0.3133 0.1643 -0.6728
O 4.3848 3.2836 17.7731 0.1319 0.0365 -0.0204
O 1.2582 6.7379 16.3093 0.2569 0.0056 0.4933
O 8.1125 1.3426 9.7836 -0.254 -0.1517 0.066
O 5.1474 7.7893 14.2875 0.0835 0.0951 0.1065
O 1.8172 2.6545 17.45 0.5921 0.4704 0.4542
O 10.2733 8.1624 15.319 0.3568 0.2156 -0.1809
O 0.8239 6.3234 18.978 0.2356 -0.1842 -0.0402
O 3.1045 0.4817 14.2342 0.1471 0.3462 -0.1366
O 3.497 2.3901 10.2945 0.1314 -0.0566 -0.2421
O 6.9681 2.9657 11.597 0.1323 -0.186 -0.0424
O 1.792 6.2934 12.017 -0.0553 0.009 -0.1831
O 5.9325 7.9621 10.0198 0.1498 0.3221 -0.3741
O 8.4464 8.4073 10.8068 -0.256 0.109 0.04
O 7.2881 7.3839 18.9884 0.0903 0.086 -0.0268
O 4.2674 6.7689 12.0732 -0.0745 0.0824 -0.0961
O 0.7593 5.5373 9.3056 0.0593 0.1846 0.0151
O 2.8051 7.8357 18.1549 0.1439 -0.0789 0.1134
O 6.7993 6.9062 12.3496 -0.2479 0.4168 -0.3068
O 4.4809 10.4001 0.5332 0.4883 -0.2268 -0.7207

Results
free energy: -39109.013 eV
free energy less fixed offsets of O -463.61, Si -117.95 eV per atom: -1.973 eV
pressure: -0.54 GPa
stress xx, yy, zz, yz, xz, xy (GPa, positive in tension): -0.77, 1.16, 1.23, 0.62, 0.78, 0.83
